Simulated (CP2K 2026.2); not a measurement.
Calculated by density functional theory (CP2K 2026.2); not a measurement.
Periodic cell of 654 atoms, Si398O256, from a study of silicon, its oxide and their interface. The atomic structure is a simulated model.
Doubt: the forces sum to 3.19 eV/angstrom along one axis rather than to zero, so they err by at least 0.0049 eV/angstrom per atom on average; the grid cutoff is modest.

Settings
functional: PBE
method: Gaussian and plane waves
basis set: DZVP-MOLOPT-SR-GTH
pseudopotentials: GTH-PBE
grid cutoff: 350 Ry, relative cutoff 50 Ry
k points: Gamma only
occupations: fixed
spin: none
net charge: 0

Cell vectors (angstrom)
a 16.4025 0 0
b 0 16.4025 0
c 0 0 42.5244

Atoms: element, x, y, z (angstrom)
Si 0.556 15.852 0.238
Si 2.598 2.745 42.088
Si 16.109 5.85 0.209
Si 2.232 8.638 0.255
Si 0.09 10.955 0.362
Si 2.929 13.588 0.577
Si 5.85 0.062 0.038
Si 8.654 2.299 0.107
Si 5.512 5.516 42.321
Si 8.29 7.957 42.455
Si 4.914 11.27 0.016
Si 7.801 14.02 42.523
Si 10.776 0.117 0.512
Si 13.566 2.452 42.414
Si 10.729 5.95 42.161
Si 13.883 8.189 0.14
Si 10.876 10.978 42.364
Si 13.255 14.542 42.453
Si 1.387 1.44 1.225
Si 4.205 3.915 1.047
Si 1.305 6.9 1.565
Si 3.969 9.674 1.481
Si 1.367 12.351 1.741
Si 4.27 15.243 1.483
Si 7.043 1.362 1.566
Si 9.682 4.19 1.143
Si 6.837 6.754 1.334
Si 9.414 9.681 1.22
Si 6.674 12.358 1.272
Si 9.403 14.993 1.539
Si 12.249 1.495 1.608
Si 15.024 3.953 1.21
Si 12.157 6.976 1.273
Si 14.949 9.711 1.579
Si 12.323 12.431 1.119
Si 15.029 15.115 1.439
Si 0.004 2.733 2.684
Si 2.769 0.145 2.716
Si 16.322 8.267 2.896
Si 2.817 5.382 2.6
Si 16.305 13.723 2.886
Si 2.698 10.935 2.996
Si 5.501 2.726 2.686
Si 8.204 16.379 2.979
Si 5.445 8.202 2.665
Si 8.223 5.408 2.66
Si 5.5 13.733 2.823
Si 8.072 10.986 2.645
Si 10.898 2.93 2.796
Si 13.688 0.092 2.822
Si 10.808 8.324 2.658
Si 13.575 5.435 2.585
Si 10.907 13.612 2.683
Si 13.54 11.115 2.752
Si 1.378 4.123 4.028
Si 4.122 1.441 4.137
Si 1.308 9.561 4.293
Si 4.088 6.813 4.037
Si 1.373 15.136 4.119
Si 4.112 12.369 4.209
Si 6.831 4.111 4.081
Si 9.585 1.455 4.169
Si 6.778 9.589 4.057
Si 9.524 6.865 4.042
Si 6.814 15.037 4.279
Si 9.503 12.282 4.069
Si 12.292 4.21 4.158
Si 15.068 1.439 4.16
Si 12.214 9.638 4.061
Si 14.918 6.799 4.082
Si 12.262 15.05 4.095
Si 14.947 12.337 4.205
Si 16.351 16.4 10.965
Si 2.691 2.743 10.983
Si 16.367 5.484 10.966
Si 2.699 8.217 10.939
Si 16.366 10.934 10.943
Si 2.704 13.658 10.945
Si 5.441 16.4 10.964
Si 8.173 2.747 10.949
Si 5.441 5.493 10.962
Si 8.188 8.235 10.967
Si 5.449 10.947 10.947
Si 8.186 13.68 10.966
Si 10.898 0.004 10.956
Si 13.628 2.754 10.947
Si 10.922 5.504 10.951
Si 13.641 8.227 10.971
Si 10.912 10.961 10.988
Si 13.63 13.667 10.963
Si 1.307 1.359 12.329
Si 4.074 4.118 12.323
Si 1.334 6.86 12.322
Si 4.073 9.583 12.3
Si 1.343 12.283 12.312
Si 4.077 15.006 12.32
Si 6.818 1.36 12.322
Si 9.548 4.127 12.291
Si 6.815 6.873 12.313
Si 9.546 9.598 12.351
Si 6.828 12.299 12.319
Si 9.553 15.033 12.35
Si 12.264 1.372 12.306
Si 14.988 4.112 12.322
Si 12.277 6.867 12.346
Si 15.004 9.595 12.345
Si 12.278 12.318 12.365
Si 14.999 15.013 12.334
Si 16.316 2.711 13.688
Si 2.666 16.352 13.658
Si 16.384 8.232 13.704
Si 2.707 5.492 13.682
Si 16.362 13.615 13.687
Si 2.721 10.929 13.688
Si 5.441 2.732 13.668
Si 8.171 16.39 13.709
Si 5.453 8.248 13.673
Si 8.208 5.517 13.65
Si 5.455 13.633 13.691
Si 8.189 10.966 13.725
Si 10.891 2.745 13.652
Si 13.606 16.38 13.671
Si 10.925 8.252 13.724
Si 13.639 5.483 13.701
Si 10.907 13.669 13.751
Si 13.646 10.956 13.742
Si 1.308 4.093 14.996
Si 4.046 1.322 14.981
Si 1.377 9.573 15.079
Si 4.094 6.881 15.026
Si 1.325 14.963 15.042
Si 4.123 12.244 15.066
Si 6.835 4.142 14.972
Si 9.541 1.392 15.039
Si 6.806 9.606 15.067
Si 9.559 6.868 15.055
Si 6.819 14.979 15.072
Si 9.548 12.301 15.146
Si 12.248 4.094 15.028
Si 14.94 1.322 15.056
Si 12.262 9.626 15.131
Si 15.002 6.873 15.063
Si 12.289 15.038 15.104
Si 15.037 12.278 15.13
Si 16.26 16.253 16.371
Si 2.639 2.658 16.297
Si 0.004 5.501 16.371
Si 2.779 8.238 16.456
Si 0.025 10.892 16.503
Si 2.755 13.617 16.39
Si 5.383 16.339 16.351
Si 8.185 2.813 16.353
Si 5.502 5.517 16.323
Si 8.19 8.251 16.407
Si 5.456 10.901 16.523
Si 8.165 13.653 16.523
Si 10.88 0.022 16.428
Si 13.511 2.658 16.419
Si 10.958 5.515 16.401
Si 13.633 8.236 16.457
Si 10.917 10.97 16.583
Si 13.68 13.676 16.497
Si 1.273 1.194 17.594
Si 4.031 4.123 17.484
Si 1.447 6.826 17.795
Si 4.152 9.494 17.959
Si 1.487 12.245 17.836
Si 4.072 14.959 17.848
Si 6.73 1.42 17.596
Si 9.568 4.188 17.75
Si 6.841 6.881 17.771
Si 9.503 9.53 17.925
Si 6.822 12.255 17.91
Si 9.515 15.117 17.827
Si 12.152 1.304 17.956
Si 14.914 4.136 17.598
Si 12.253 6.901 17.824
Si 15.054 9.489 17.863
Si 12.297 12.428 17.946
Si 15.012 14.973 17.961
Si 16.194 2.554 18.69
Si 2.583 16.331 19.107
Si 0.086 8.08 19.242
Si 2.87 5.376 19.016
Si 0.202 13.634 19.229
Si 2.85 10.892 19.329
Si 5.291 2.783 18.834
Si 8.081 0.17 19.004
Si 5.524 8.071 19.351
Si 8.239 5.566 19.098
Si 5.513 13.602 19.32
Si 8.104 10.879 19.351
Si 10.75 2.836 19.265
Si 13.53 16.278 19.393
Si 10.827 8.065 19.325
Si 13.683 5.526 19.067
Si 10.844 13.883 19.314
Si 13.757 10.981 19.188
Si 1.226 3.925 19.769
Si 4.085 1.3 20.246
Si 1.256 9.654 20.591
Si 4.56 6.23 20.579
Si 1.837 14.71 20.724
Si 4.081 12.39 20.797
Si 6.714 4.138 20.04
Si 8.821 1.93 20.396
Si 7.068 9.211 20.791
Si 9.247 6.869 20.94
Si 6.468 15.542 20.381
Si 9.713 12.186 20.465
Si 12.502 4.028 20.363
Si 14.729 1.656 20.304
Si 11.985 9.856 20.263
Si 15.527 6.216 20.413
Si 12.1 15.07 21.051
Si 15.554 11.979 20.491
Si 1.564 15.102 23.819
Si 2.547 2.649 22.181
Si 12.338 3.91 23.388
Si 13.482 9.248 25.52
Si 1.556 12.114 24.557
Si 10.144 12.64 23.494
Si 8.03 0.177 22.688
Si 3.032 5.618 22.993
Si 5.299 10.541 23.149
Si 6.627 15.591 26.202
Si 14.839 15.247 24.572
Si 10.74 6.06 26.565
Si 15.282 6.9 25.972
Si 3.64 16.164 25.971
Si 2.283 2.596 26.957
Si 16.348 5.866 23.252
Si 2.405 9.43 23.409
Si 15.519 11.3 25.902
Si 6.268 11.252 26.172
Si 10.441 15.572 23.598
Si 8.651 1.102 25.34
Si 12.956 9.829 29.828
Si 6.195 7.016 32.121
Si 12.308 10.369 23.134
Si 4.047 5.476 30.443
Si 9.749 5.378 23.904
Si 2.565 13.276 31.584
Si 13.92 13.011 22.688
Si 0.127 3.182 29.052
Si 0.477 15.31 31.402
Si 3.927 12.918 34.16
Si 7.243 8.89 28.164
Si 8.419 13.267 25.878
Si 6.032 5.837 27.796
Si 8.376 4.242 26.219
Si 4.825 13.726 27.367
Si 12.991 11.492 27.355
Si 14.365 1.532 23.33
Si 13.426 4.659 26.113
Si 0.442 2.865 24.369
Si 13.551 15.57 27.443
Si 1.814 10.683 27.091
Si 7.588 14.064 31.655
Si 3.526 5.411 26.113
Si 1.675 7.933 26.187
Si 6.856 16.196 33.645
Si 6.198 9.904 31.032
Si 10.401 3.869 31.93
Si 10.564 14.788 30.634
Si 11.956 10.511 32.664
Si 11.016 13.912 27.633
Si 2.232 10.722 35.277
Si 0.874 6.036 30.271
Si 13.952 2.349 27.92
Si 15.278 13.916 29.502
Si 0.394 1.69 35.832
Si 15.185 4.318 35.46
Si 13.038 3.686 33.414
Si 2.96 3.82 32.657
Si 15.711 7.968 34.74
Si 5.186 12.644 30.252
Si 9.458 1.671 33.51
Si 6.764 5.774 35.077
Si 8.551 10.259 35.526
Si 10.217 8.31 28.752
Si 9.078 6.619 31.267
Si 0.725 5.725 33.317
Si 12.103 13.503 33.174
Si 0.919 11.666 29.522
Si 1.554 1.087 33.036
Si 15.247 5.277 38.532
Si 3.335 1.555 36.746
Si 3.994 16.074 34.437
Si 15.852 8.107 37.776
Si 4.617 6.134 37.005
Si 6.222 4.755 39.32
Si 4.561 3.829 35.265
Si 15.061 13.154 32.354
Si 6.873 11.763 33.319
Si 13.727 0.001 40.208
Si 14.1 2.534 30.779
Si 16.373 10.34 33.252
Si 10.216 8.396 33.531
Si 12.833 8.492 34.701
Si 6.697 1.996 40.303
Si 6.673 10.05 37.559
Si 1.551 10.18 38.081
Si 0.09 12.111 40.037
Si 5.962 9.089 40.442
Si 11.447 1.189 31.25
Si 10.913 3.048 37.871
Si 9.567 13.012 40.189
Si 13.172 9.646 37.599
Si 12.541 4.439 40.198
Si 13.64 12.137 38.926
Si 11.727 1.742 35.34
Si 11.264 15.193 35.699
Si 16.213 0.305 38.395
Si 15.894 8.956 30.415
Si 1.319 5.134 40.238
Si 3.842 9.036 36.926
Si 3.554 7.132 40.649
Si 1.037 14.977 40.071
Si 11.764 14.696 38.805
Si 8.393 4.429 37.152
Si 8.329 1.516 37.786
Si 8.403 12.377 37.394
Si 8.279 15.248 36.044
Si 12.688 9.691 40.404
Si 2.509 0.874 39.572
O 2.528 15.647 39.843
O 14.988 4.99 36.94
O 1.857 2.202 36.398
O 1.839 3.879 41.146
O 13.962 4.816 39.455
O 14.847 6.878 0.042
O 3.049 9.308 35.522
O 2.562 8.269 41.209
O 1.137 9.804 42.404
O 15.909 11.586 41.463
O 3.812 12.499 42.101
O 1.809 14.742 0.043
O 5.723 1.008 41.176
O 6.725 15.175 42.046
O 6.287 5.382 40.832
O 16.109 7.581 36.262
O 7.795 2.731 41.278
O 4.121 6.354 41.973
O 8.202 13.939 37.005
O 7.175 8.518 41.375
O 9.13 12.227 38.839
O 10.517 14.261 39.755
O 10.319 11.995 41.198
O 8.074 0.199 36.901
O 9.782 1.134 42.092
O 11.884 15.499 42.289
O 12.817 3.673 41.607
O 11.54 5.651 40.717
O 9.456 6.976 41.744
O 1.126 11.113 39.31
O 13.813 8.737 41.096
O 11.469 9.69 41.483
O 11.812 14.107 34.65
O 13.179 11.248 40.228
O 14.011 14.971 41.002
O 1.674 2.71 20.808
O 0.165 4.933 20.545
O 5.17 0.092 20.15
O 3.767 1.608 21.858
O 0.065 10.714 21.065
O 1.897 8.911 21.942
O 3.933 6.621 22.072
O 1.859 8.456 24.626
O 2.041 13.551 24.021
O 1.496 15.421 22.209
O 4.718 11.821 22.25
O 2.994 13.593 21.135
O 5.735 5.099 21.011
O 7.663 3.053 20.906
O 9.04 1.135 21.822
O 14.33 12.131 26.646
O 6.387 9.788 22.182
O 8.205 8.107 21.313
O 9.512 6.069 22.421
O 8.949 15.283 23.023
O 6.726 15.923 21.987
O 9.455 12.73 22.015
O 10.897 11.054 20.583
O 12.418 4.608 21.918
O 13.591 2.816 20.422
O 15.17 1.51 21.902
O 14.21 13.857 24.033
O 13.911 7.786 26.074
O 14.844 5.409 26.511
O 15.787 6.787 24.448
O 16.361 12.268 24.907
O 14.855 10.041 25.111
O 15.298 12.892 21.846
O 12.826 13.74 21.708
O 2.668 15.985 24.656
O 0.058 15.355 24.412
O 1.585 2.193 23.404
O 3.102 1.16 26.72
O 16.374 4.309 23.766
O 13.25 4.706 24.485
O 13.485 11.498 23.069
O 12.534 9.178 24.223
O 2.39 11.62 25.883
O 1.762 10.937 23.464
O 10.95 14.031 23.972
O 11.002 11.257 23.532
O 10.102 0.336 24.813
O 7.658 1.044 24.027
O 3.155 4.137 22.345
O 3.586 5.407 24.496
O 6.061 10.894 24.569
O 4.033 9.552 23.484
O 7.618 12.069 26.635
O 8.982 12.466 24.591
O 14.034 16.397 23.733
O 2.543 6.132 30.12
O 10.47 6.425 24.969
O 8.358 4.887 24.673
O 10.663 7.354 27.519
O 15.326 6.363 22.061
O 3.6 14.74 26.856
O 1.108 2.845 25.845
O 5.256 16.296 25.573
O 5.104 5.416 29.142
O 0.124 7.672 26.698
O 3.266 3.921 26.77
O 6.806 7.291 27.966
O 6.422 9.852 27.069
O 6.119 14.75 27.516
O 1.958 14.706 31.127
O 4.606 13.06 28.806
O 5.102 11.014 30.491
O 7.383 14.423 25.312
O 8.697 2.626 25.975
O 11.441 15.98 22.328
O 13.35 11.094 28.877
O 10.747 4.049 23.793
O 16.145 14.366 32.536
O 9.662 4.9 26.988
O 6.872 9.322 29.685
O 9.71 7.475 30.053
O 9.575 13.927 26.843
O 1.589 2.613 28.466
O 0.436 7.264 33.79
O 12.222 5.471 26.813
O 1.625 12.104 30.926
O 0.185 10.636 26.934
O 16.385 12.866 28.877
O 11.743 12.505 27.238
O 12.354 9.434 21.81
O 15.735 2.514 30.381
O 16.359 4.852 34.462
O 2.851 0.147 33.369
O 6.668 13.291 30.533
O 0.642 0.431 31.873
O 4.137 13.359 31.234
O 8.891 9.094 28.125
O 1.509 6.187 22.924
O 7.821 0.272 26.504
O 8.013 0.947 33.599
O 4.843 6.258 31.638
O 4.946 6.007 26.601
O 5.085 12.39 26.426
O 3.808 5.085 36.034
O 5.31 12.216 33.589
O 6.832 15.399 32.223
O 7.447 6.581 31.151
O 12.628 10.079 26.624
O 14.495 15.412 26.138
O 10.823 13.957 29.25
O 14.284 8.848 30.012
O 13.303 3.109 26.629
O 15.453 2.026 24.449
O 15.532 2.749 27.826
O 11.983 15.164 27.167
O 11.564 9.137 29.252
O 14.109 14.464 28.517
O 4.233 14.465 34.579
O 15.621 2.798 35.815
O 3.678 4.041 31.192
O 2.346 9.135 27.084
O 7.081 4.665 27.186
O 2.373 6.499 26.507
O 7.397 10.958 34.62
O 7.15 15.173 34.892
O 7.129 10.761 32.052
O 10.945 2.722 30.869
O 7.832 2.877 36.997
O 9.003 14.533 31.02
O 10.942 16.36 30.289
O 11.505 14.33 31.897
O 5.789 8.601 31.951
O 12.729 10.554 31.258
O 14.007 3.514 32.096
O 13.651 0.739 27.897
O 1.908 2.586 32.509
O 0.595 1.12 34.344
O 3.545 0.163 35.931
O 0.343 4.809 29.29
O 0.231 7.539 29.977
O 13.801 4.5 34.606
O 15.688 9.582 34.533
O 12.961 2.387 23.324
O 16.016 15.284 30.02
O 3.319 11.955 35.344
O 12.669 2.251 34.115
O 2.62 6.059 39.78
O 3.498 1.272 38.343
O 2.274 5.196 33.255
O 0.111 10.264 29.66
O 3.96 3.354 33.847
O 1.489 10.606 33.826
O 12.929 9.858 33.808
O 5.374 0.402 33.936
O 10.122 1.883 34.998
O 9.736 5.132 31.176
O 13.118 1.237 31.23
O 6.077 4.3 34.925
O 4.515 2.585 36.309
O 7.902 9.36 36.731
O 5.336 9.611 36.774
O 14.14 7.527 34.505
O 16.188 9.301 31.996
O 11.487 11.994 33.113
O 13.756 1.212 41.323
O 10.001 4.347 37.433
O 9.237 3.147 32.837
O 9.916 1.768 38.152
O 0.282 5.609 31.748
O 13.72 13.485 33.17
O 2.625 13.013 33.175
O 2.17 11.389 28.501
O 9.435 9.199 34.707
O 15.664 11.75 32.897
O 5.862 3.177 39.546
O 0.313 4.654 39.003
O 2.988 1.609 40.942
O 12.923 13.566 38.865
O 7.8 13.062 32.946
O 14.651 13.093 30.769
O 0.965 1.264 39.101
O 5.025 5.416 38.417
O 10.627 0.861 32.662
O 8.195 5.382 35.814
O 7.62 5.018 38.49
O 11.741 3.434 39.203
O 5.943 6.647 36.194
O 11.508 7.667 34.225
O 6.916 11.677 37.512
O 9.297 11.538 36.277
O 12.101 0.181 35.595
O 12.348 16.13 39.334
O 13.408 2.982 29.34
O 11.97 2.643 36.687
O 10.663 9.541 32.46
O 15.357 6.891 38.714
O 14.758 0.537 39.058
O 15.244 12.388 39.028
O 14.741 9.282 37.819
O 13.179 11.292 37.583
O 3.723 7.452 37.286
O 0.196 15.921 41.142
O 3.158 9.891 38.146
O 0.34 5.964 41.221
O 1.232 10.848 36.6
O 4.857 7.936 40.029
O 1.02 13.402 40.372
O 9.705 15.365 35.285
O 6.694 9.55 39.082
O 11.298 14.723 37.25
O 7.502 1.185 39.148
O 9.368 7.282 32.736
O 8.283 13.555 41.012
O 12.615 8.948 36.258
O 6.657 6.594 33.663
O 11.644 4.377 32.893
O 16.203 0.52 36.794
O 0.237 15.149 38.644
O 0.838 8.732 38.308
O 5.311 10.411 41.173
O 12.306 9.133 38.904
Si 0.004 0.056 5.526
Si 2.714 2.787 5.48
Si 16.372 5.465 5.426
Si 2.735 8.146 5.497
Si 16.33 10.972 5.555
Si 2.703 13.743 5.512
Si 5.429 0.047 5.542
Si 8.171 2.776 5.509
Si 5.463 5.49 5.451
Si 8.158 8.223 5.437
Si 5.464 10.942 5.508
Si 8.216 13.648 5.528
Si 10.933 0.036 5.487
Si 13.654 2.791 5.491
Si 10.892 5.557 5.486
Si 13.586 8.232 5.434
Si 10.864 10.95 5.479
Si 13.6 13.718 5.531
Si 1.366 1.421 6.878
Si 4.09 4.139 6.844
Si 1.326 6.813 6.841
Si 4.085 9.557 6.85
Si 1.332 12.347 6.867
Si 4.068 15.081 6.9
Si 6.811 1.407 6.885
Si 9.543 4.156 6.849
Si 6.814 6.858 6.834
Si 9.518 9.573 6.841
Si 6.833 12.298 6.882
Si 9.565 15.06 6.86
Si 12.296 1.405 6.857
Si 15.028 4.134 6.854
Si 12.258 6.894 6.859
Si 14.959 9.565 6.854
Si 12.237 12.315 6.859
Si 15.008 15.078 6.867
Si 16.378 2.764 8.237
Si 2.701 0.038 8.259
Si 16.358 8.2 8.198
Si 2.703 5.474 8.223
Si 16.362 13.697 8.235
Si 2.706 10.942 8.2
Si 5.432 2.767 8.239
Si 8.18 0.017 8.224
Si 5.451 8.207 8.223
Si 8.174 5.504 8.226
Si 5.45 13.682 8.224
Si 8.187 10.935 8.242
Si 10.909 2.77 8.21
Si 13.642 0.031 8.235
Si 10.894 8.24 8.232
Si 13.643 5.508 8.205
Si 10.905 13.688 8.239
Si 13.611 10.946 8.221
Si 1.341 4.118 9.608
Si 4.075 1.393 9.618
Si 1.327 9.574 9.561
Si 4.072 6.847 9.584
Si 1.332 15.051 9.604
Si 4.077 12.303 9.574
Si 6.809 4.131 9.593
Si 9.547 1.387 9.582
Si 6.813 9.575 9.593
Si 9.542 6.867 9.596
Si 6.818 15.045 9.594
Si 9.549 12.312 9.604
Si 12.28 4.136 9.575
Si 15.008 1.388 9.598
Si 12.261 9.593 9.611
Si 15.003 6.855 9.596
Si 12.278 15.05 9.596
Si 14.993 12.309 9.583

Results
total energy: -154798.825 eV
total energy less fixed offsets of O -438.35, Si -107.03 eV per atom: 16.715 eV

Forces (eV/angstrom) on atoms 228 to 511 of the 654, counted in the order above; the others are left out for length: element, x, y, z
Si -0.036 -0.115 -0.21
Si -0.072 0.008 0.009
Si 0.015 -0.007 0.009
Si -0.012 -0.14 -0.127
Si -0.235 -0.049 -0.002
Si -0.303 0.083 0.178
Si 0.032 -0.025 -0.127
Si 0.103 0.201 0.061
Si 0.122 -0.008 0.22
Si 0.162 0.072 -0.027
Si -0.053 -0.092 -0.195
Si 0.135 -0.052 0.339
Si 0.037 -0.134 0.159
Si 0.067 -0.003 -0.17
Si -0.03 0.075 -0.043
Si 0.013 -0.071 -0.027
Si -0.037 0.187 0.183
Si 0.07 -0.113 -0.195
Si -0.066 -0.036 0.072
Si 0.046 -0.116 0.237
Si -0.033 0.052 -0.28
Si 0.019 0.017 -0.051
Si 0.034 -0.075 -0.132
Si 0.018 -0.034 -0.211
Si 0.077 0.142 -0.167
Si 0.069 -0.008 -0.233
Si 0.171 0.056 0.054
Si 0.099 0.068 -0.032
Si -0.135 0.1 -0.02
Si 0.001 0.085 -0.211
Si 0.009 -0.074 -0.243
Si -0.039 -0.051 0.176
Si -0.167 -0.07 0.099
Si -0.039 0.011 -0.032
Si 0.076 -0.084 0.229
Si -0.067 0.017 0.043
Si 0.021 -0.074 0.109
Si 0.073 -0.012 -0.053
Si -0.017 -0.08 0.158
Si -0.029 0.009 -0.185
Si 0.001 -0.166 0.383
Si 0.021 -0.039 -0.08
Si -0.073 -0.004 -0.345
Si -0.044 -0.035 -0.246
Si 0.121 -0.078 0.391
Si 0.074 -0.116 0.321
Si 0.019 -0.082 0.236
Si 0.087 -0.019 0.214
Si -0.011 0.036 0.324
Si 0.112 0.05 -0.158
Si -0.017 -0.097 0.27
Si 0.027 -0.016 0.233
Si 0.137 0.04 0.335
Si 0.061 -0.019 -0.173
Si 0.016 0.077 0.106
Si -0.05 -0.001 0.228
Si -0.107 0.096 0.204
Si 0.132 0.064 -0.176
Si 0.107 0.046 0.38
Si 0.058 0.083 0.001
Si -0.128 0.079 0.169
Si -0.031 0.086 0.234
Si 0.006 0.049 0.114
Si -0.016 0.133 0.01
Si 0.042 0.09 -0.34
Si -0.068 0.139 0.307
Si -0.025 0.018 -0.042
Si -0.007 -0.017 0.325
Si 0.006 0.045 -0.152
Si 0.007 0.037 0
Si 0.076 0.002 0.193
Si -0.05 0.092 0.225
Si 0.021 -0.003 0.301
Si 0.079 -0.19 -0.037
Si -0.064 0.057 -0.073
Si -0.035 0.103 0.045
Si -0.004 0.038 -0.168
Si 0.014 0.122 0.134
Si 0.041 -0.013 0.088
Si -0.238 -0.006 -0.091
Si -0.031 0.066 -0.02
Si 0.099 0.192 -0.092
Si 0.034 -0.002 -0.18
Si 0.016 -0.058 -0.395
Si -0.038 -0.007 0.336
Si -0.048 0.128 0.25
Si 0.194 -0.177 0.055
Si -0.001 0.013 -0.046
Si -0.077 0.016 -0.116
Si 0.034 -0.013 0.127
Si -0.089 0.053 -0.117
Si -0.03 -0.069 -0.379
Si 0.063 0.013 -0.159
Si 0.007 -0.087 0.036
Si 0.112 0.174 0.019
Si -0.082 0.004 -0.106
Si 0.127 -0.035 0.316
Si 0.083 -0.085 -0.266
Si -0.265 -0.126 -0.213
O 0.13 -0.067 0.358
O -0.15 -0.08 -0.124
O 0.167 0.324 0.108
O 0.121 -0.238 0.136
O -0.043 -0.065 0.006
O 0.148 -0.254 -0.017
O 0.219 0.089 -0.159
O 0.037 0.176 -0.279
O 0.047 -0.183 0.369
O -0.368 0.182 0.364
O 0.085 -0.093 0.515
O -0.308 0.169 -0.013
O -0.184 0.14 0.38
O 0.164 -0.026 0.296
O 0.132 0.071 0.618
O 0.138 0.01 -0.302
O -0.187 0.173 0.292
O -0.187 -0.112 0.213
O -0.013 -0.07 0.276
O 0.103 0.281 -0.133
O 0.249 -0.217 -0.066
O -0.141 0.253 0.427
O 0.28 -0.213 0.119
O -0.059 -0.014 -0.044
O 0.022 -0.032 0.543
O 0.17 -0.362 -0.149
O -0.026 -0.01 0.208
O -0.138 -0.102 0.183
O 0.141 0.093 0.134
O -0.095 -0.136 0.304
O 0.122 -0.169 0.117
O -0.284 -0.03 0.063
O -0.194 -0.35 -0.302
O -0.181 0.18 0.158
O -0.078 -0.489 0.439
O 0.238 0.081 0.156
O 0.206 0.37 -0.057
O 0.134 -0.274 0.12
O -0.159 0.267 0.157
O 0.151 -0.001 -0.155
O -0.151 -0.212 -0.175
O -0.034 0.151 -0.206
O 0.399 0.1 -0.142
O 0.28 -0.089 -0.195
O -0.003 0.013 -0.342
O -0.268 -0.059 -0.31
O -0.242 -0.05 0.185
O -0.268 0.469 -0.586
O 0.455 0.054 -0.435
O 0.195 -0.196 -0.107
O 0.108 0.032 0.354
O 0.111 0.041 -0.073
O -0.11 0.243 0.055
O -0.203 0.106 -0.469
O 0.122 0.003 0.145
O 0.294 -0.279 -0.166
O 0.04 0.01 -0.354
O 0.112 -0.048 -0.273
O -0.262 0.143 -0.451
O -0.219 0.005 0
O 0.197 0.026 -0.291
O -0.31 -0.337 -0.131
O 0.018 -0.054 -0.15
O 0.067 -0.229 -0.186
O 0.277 0.034 -0.092
O 0 0.091 -0.049
O 0.081 0.104 -0.122
O -0.047 0.194 0.175
O -0.081 0.021 0.111
O -0.136 0.027 -0.281
O 0.16 0.152 0.087
O 0.274 0.013 -0.144
O -0.086 0.053 0.165
O 0.11 -0.041 -0.193
O 0.009 -0.007 -0.189
O 0.203 0.128 -0.156
O -0.008 -0.011 -0.038
O 0.116 -0.092 -0.149
O 0.257 0.037 0.078
O -0.072 -0.136 0.216
O 0.05 0.058 0.265
O -0.197 -0.018 -0.206
O 0.051 -0.202 -0.244
O 0.215 -0.112 -0.214
O 0.062 -0.176 -0.158
O -0.038 -0.016 -0.235
O -0.037 0.073 -0.004
O -0.139 -0.255 0.36
O -0.213 -0.01 0.097
O -0.461 -0.035 0.107
O 0.156 0.315 0.007
O 0.155 -0.066 0.124
O 0.072 -0.134 -0.044
O 0.216 0.056 0.175
O -0.187 0.018 -0.075
O -0.129 -0.1 -0.11
O -0.087 -0.164 0.15
O 0.092 0.127 0.112
O 0.101 -0.21 0.237
O 0.045 0.171 -0.041
O -0.121 0.151 -0.171
O 0.237 0 0.199
O -0.118 -0.224 0.115
O 0.088 0.039 0.166
O 0.154 -0.065 -0.313
O 0.015 -0.001 0.032
O 0.152 0.034 -0.25
O -0.117 0.069 0.101
O 0.206 0.119 -0.14
O 0.334 -0.194 -0.452
O -0.129 0.214 0.282
O -0.077 -0.216 0.104
O 0.08 -0.129 -0.176
O -0.007 -0.12 0.355
O -0.032 -0.147 0.112
O 0.126 -0.025 0.075
O -0.092 0.089 0.088
O 0.021 0.098 0.183
O -0.045 0.045 -0.271
O -0.058 0.007 0.387
O -0.084 0.189 0.044
O -0.133 -0.028 0.134
O 0.19 0.175 0.108
O -0.052 -0.11 -0.137
O 0.186 -0.212 -0.062
O -0.151 -0.155 0.172
O 0.138 0.228 -0.206
O -0.122 0.049 -0.13
O -0.012 0.039 0.123
O -0.072 -0.042 -0.017
O -0.059 0.077 0.213
O -0.03 0.003 -0.046
O 0.275 0.084 0.083
O 0.03 -0.149 0.052
O 0.121 -0.031 -0.315
O 0.07 -0.138 -0.025
O 0.136 -0.084 -0.235
O -0.106 -0.039 -0.246
O 0.025 -0.053 0.016
O -0.163 -0.021 -0.35
O -0.067 -0.147 0.042
O -0.098 -0.095 0.007
O 0.004 0.097 0.135
O 0.248 -0.171 0.086
O 0.182 -0.206 0.165
O -0.085 -0.022 0.196
O 0.065 -0.159 0.096
O 0.097 0.255 0.136
O 0.272 -0.218 -0.062
O -0.178 0.075 0.156
O -0.138 0.061 -0.163
O -0.16 -0.402 0.316
O 0.132 -0.073 -0.145
O -0.031 0.151 -0.286
O -0.12 -0.306 -0.128
O -0.024 0.092 0.214
O 0.059 0.137 0.25
O 0.114 -0.089 -0.172
O -0.112 -0.051 -0.091
O -0.03 0.025 -0.165
O 0.017 0.023 0.012
O -0.052 0.131 -0.218
O -0.002 0.059 0.031
O -0.159 -0.079 -0.172
O -0.052 0.051 0.063
O 0.214 0.258 -0.099
O 0.059 0.103 0.138
O 0.117 0.252 0.149
O 0.104 -0.116 -0.309
O 0.138 0.204 0.263
O -0.296 -0.085 -0.154
O 0.005 -0.231 -0.115
O -0.002 -0.139 -0.02
O -0.019 0.004 0.204
O 0.174 -0.076 -0.175
O -0.106 0.219 -0.055
O 0.125 -0.062 0.092
O 0.104 -0.064 -0.235
O 0.021 0.111 0.202
O 0.286 0.202 -0.027
O -0.07 -0.218 -0.281
O 0.261 0.127 -0.007
O 0.202 0.212 0.129
O 0.157 0.131 -0.236
O -0.315 -0.047 0.165
